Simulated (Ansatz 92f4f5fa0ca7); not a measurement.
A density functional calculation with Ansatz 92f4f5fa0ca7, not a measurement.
Periodic cell of 186 atoms, Si104O82, from a study of silicon, its oxide and their interface. The atomic structure is a simulated model.

Settings: functional PBE; potential files Ansatz PAW; basis plane waves; wave-function cutoff 700 eV; density cutoff ratio 5; exchange-correlation grid ratio 2; k mesh 2 x 2 x 1, shifted by 0.5 0.5 0.5 of a step; self-consistency stop 5e-08 eV per atom in the density residual; occupations Fermi-Dirac, 0.05 eV; spin none; net charge 0.

Cell vectors (angstrom)
a  11.5983  0  0
b  0  11.5983  0
c  -0.5077  0.0072  24.2238

Atoms and the computed forces on them: element, x, y, z (angstrom), force x, y, z (eV/angstrom)
Si  1.8291  -1.6626  0.1142  0.0134  0.1335  -0.433
Si  1.7225  1.4234  0.5129  0.0026  -0.0619  -0.5289
Si  1.3929  4.4333  -0.2221  -0.234  -0.2262  -0.0847
Si  5.8587  -1.8004  0.1536  0.0382  0.2773  -0.4158
Si  5.6678  1.2106  0.6966  -0.0162  -0.0127  -0.7208
Si  5.5938  4.2583  0.076  0.021  -0.2218  -0.5422
Si  9.6056  -1.7813  0.2979  0.0007  0.1707  -0.326
Si  9.5046  1.25  0.6535  -0.1215  -0.0268  -0.7564
Si  9.4704  4.275  0.0787  -0.0377  -0.1182  -0.2573
Si  3.7915  -2.3763  1.3226  0.015  0.0676  -0.1563
Si  3.655  1.3608  1.8216  -0.0192  -0.0155  -0.076
Si  3.5377  5.013  1.1161  0.0265  -0.122  -0.1918
Si  7.6679  -2.3572  1.5735  0.0658  -0.0379  -0.1202
Si  7.5906  1.275  1.9596  0.0713  -0.0593  -0.2156
Si  7.5179  4.9753  1.3206  0.1465  -0.0573  -0.069
Si  11.5542  -2.3503  1.486  -0.0485  0.0361  -0.0503
Si  11.4565  1.3432  1.8937  -0.0019  0.0401  -0.1654
Si  11.3472  4.9581  1.4228  -0.0675  0.0612  -0.2313
Si  3.7216  -0.6547  2.9735  -0.0083  -0.0841  0.1983
Si  3.6373  3.3976  2.9292  -0.0073  0.1866  0.1943
Si  3.6915  7.054  2.525  0.0182  -0.0014  -0.0862
Si  7.6209  -0.6586  3.1746  -0.0134  0.0178  0.3728
Si  7.561  3.3147  3.0297  0.0227  0.0796  0.3654
Si  7.5967  7.059  2.6406  -0.0228  0.0067  -0.0725
Si  11.4924  -0.635  3.0739  0.0608  -0.1281  0.3527
Si  11.4207  3.3214  3.0796  -0.0069  0.1869  0.3619
Si  11.4391  7.0751  2.6483  0.0443  -0.064  -0.1398
Si  1.8292  -0.6403  4.3661  -0.0115  -0.1691  -0.1332
Si  1.774  3.3565  4.3813  0.0224  0.0258  -0.0419
Si  1.7931  7.0476  4.045  -0.0096  -0.019  -0.0214
Si  5.6146  -0.6117  4.379  -0.025  -0.0949  -0.0705
Si  5.5846  3.323  4.3264  -0.0333  0.1019  -0.0247
Si  5.6294  7.0594  4.0229  0.0107  0.0529  0.0137
Si  9.5771  -0.6019  4.4439  -0.0086  -0.1422  -0.0967
Si  9.4859  3.2949  4.4179  0.0091  0.0548  -0.0573
Si  9.5153  7.0437  4.0957  -0.0461  0.049  0.0423
Si  1.7988  -2.6776  5.5072  -0.0289  0.1237  0.0678
Si  1.7762  1.3515  5.6062  0.0725  -0.029  0.0735
Si  1.7791  5.2897  5.7288  -0.0058  -0.0954  0.0792
Si  5.6105  -2.6496  5.5189  -0.0284  -0.0236  0.0732
Si  5.5346  1.3565  5.6772  0.1145  0.0912  0.1124
Si  5.7113  5.2679  5.6517  -0.1227  -0.0208  -0.0385
Si  9.5376  -2.6561  5.5332  -0.0282  -0.0423  0.0943
Si  9.5837  1.3534  5.7618  -0.0847  0.1712  0.1377
Si  9.4505  5.2359  5.732  0.1805  -0.0245  -0.0413
Si  3.6835  -2.5969  6.9101  -0.0007  -0.033  -0.233
Si  3.5753  1.351  7.068  -0.1472  0.0388  -0.0774
Si  3.816  5.276  7.0375  0.0264  0.0209  -0.1066
Si  7.5792  -2.6906  6.8503  0.0068  -0.0436  -0.418
Si  7.5386  1.381  6.9477  -0.0329  0.0765  -0.293
Si  7.5616  5.2152  7.2155  -0.025  -0.0305  0.1653
Si  11.4774  -2.6075  6.8708  0.0177  -0.1289  -0.2904
Si  11.5843  1.3434  7.1104  0.0398  0.0791  0.0229
Si  11.3687  5.1976  7.1172  0.0008  -0.0454  -0.016
Si  3.534  -0.6855  8.311  -0.3551  -0.172  0.149
Si  3.6815  3.3254  8.3861  0.1182  -0.0123  -0.0432
Si  3.8013  7.2154  8.3987  0.1936  0.0994  0.2876
Si  7.5765  -0.6778  8.0065  0.0303  -0.0279  0.0738
Si  7.5276  3.1106  8.5599  -0.0153  -0.1072  0.0901
Si  7.5927  7.258  8.5209  -0.0141  -0.0037  0.1907
Si  11.5295  -0.729  8.2873  0.1483  -0.0805  0.1741
Si  11.5005  3.2386  8.5843  0.1034  0.1515  0.0252
Si  11.3869  7.2157  8.3506  -0.1134  0.0747  0.3168
Si  13.2708  -1.2395  9.904  -0.0147  -0.1081  0.273
Si  1.8908  4.0532  9.8361  -0.0523  0.1018  0.3507
Si  1.7832  7.2348  9.5445  -0.0979  -0.0659  0.2413
Si  5.6345  -0.6796  9.2429  0.0433  -0.0611  0.6162
Si  5.495  2.449  9.7317  -0.0654  -0.0573  0.4223
Si  5.6697  7.8478  9.804  -0.0177  0.1481  0.3344
Si  9.4723  -0.6993  9.3708  0.0045  -0.0359  0.5032
Si  9.518  2.4452  9.7411  -0.0557  -0.1373  0.2855
Si  9.5532  7.8155  9.7891  0.0772  0.099  0.3258
Si  3.5991  2.7534  12.0606  -0.0194  0.1851  0.24
Si  7.3318  1.4402  13.9482  0.0501  -0.145  0.2414
Si  5.5237  0.5616  15.8709  -0.0227  -0.1708  0.0613
Si  6.4916  4.5267  18.7947  -0.0981  0.0447  -0.095
Si  6.6322  -1.3249  13.9071  0.0782  0.0516  0.3218
Si  2.4128  -2.2596  14.6161  -0.0421  -0.1252  0.2666
Si  3.8086  6.8668  20.5821  0.0093  0.0755  -0.3178
Si  2.9617  4.0386  14.7247  -0.0313  0.1789  0.2889
Si  4.3092  -1.0701  19.9847  -0.0038  0.1629  -0.1991
Si  0.9049  0.7269  19.0397  0.0807  -0.044  -0.0595
Si  4.0977  3.5817  17.5242  -0.0777  -0.0024  0.0212
Si  -2.2849  3.4625  12.7134  -0.0847  -0.0663  0.5271
Si  3.1  -0.6274  17.2255  -0.06  -0.0232  0.0454
Si  1.9609  8.967  21.4187  0.2095  0.0229  -0.4973
Si  1.9915  0.2641  12.7178  0.1065  -0.074  0.4869
Si  4.206  6.9047  14.8878  -0.0699  -0.0439  0.2201
Si  4.4977  6.4678  17.8981  -0.0255  0.0676  -0.1804
Si  11.8764  2.4324  14.3911  0.0081  0.1056  0.2938
Si  6.2526  7.5159  12.7765  -0.0107  0.0934  0.4585
Si  3.4333  1.8016  20.0866  0.067  -0.0131  -0.1953
Si  11.1668  8.0759  14.853  0.0831  0.1229  0.2291
Si  9.2231  8.3546  21.6793  -0.0332  0.1549  -0.3774
Si  9.2999  6.6051  12.6894  -0.0875  0.1107  0.453
Si  8.3071  12.3295  16.6738  0.0656  -0.0372  0.0603
Si  4.713  4.1909  21.2745  -0.0309  -0.1868  -0.5687
Si  10.3706  5.4147  21.82  -0.0194  -0.0117  -0.1098
Si  8.9565  9.5636  15.8946  -0.0947  0.0756  0.0259
Si  10.6676  2.4916  17.3575  0.0538  -0.0673  0.0506
Si  6.1313  8.6095  21.4481  -0.1352  -0.0187  -0.4235
Si  10.1583  7.6617  17.4792  0.0015  -0.0017  -0.094
Si  11.1215  9.6434  19.6826  0.0151  0.1357  -0.1874
Si  9.6596  4.8953  18.8495  -0.011  0.0518  -0.2962
O  10.4224  7.2522  13.6751  -0.1457  -0.1159  -0.2963
O  3.6641  5.2579  20.6259  -0.0264  0.0393  0.1506
O  12.457  8.9225  20.2422  0.0682  -0.0361  0.1774
O  1.7569  -0.0298  -0.3207  -0.0161  -0.3267  0.4372
O  6.7014  0.6823  17.0258  -0.0388  0.0213  -0.0272
O  9.5409  -0.176  -0.254  0.0155  -0.3187  0.5736
O  11.6845  2.0087  18.5174  -0.0329  0.048  -0.0098
O  5.6831  4.7478  -1.5073  0.0195  0.0842  0.5465
O  11.16  7.2031  16.2561  -0.0399  0.0226  -0.0765
O  9.8693  9.4863  20.7011  -0.0683  -0.1091  0.212
O  1.5656  2.7678  -0.4982  0.0993  0.3166  0.4122
O  1.261  9.2406  22.8443  -0.0895  0.0351  0.4228
O  8.7633  8.1989  16.7847  0.1149  0.0474  -0.007
O  3.8702  2.7896  21.3041  0.0171  0.0205  0.1437
O  5.708  -1.8132  20.3747  0.0517  -0.1101  0.2143
O  11.8108  5.0895  22.578  0.3964  -0.1971  0.377
O  5.7223  2.6043  -0.2032  -0.0574  0.4245  0.3049
O  10.1399  7.013  21.5601  0.0681  -0.0753  0.0625
O  6.0088  4.0506  20.2833  -0.0356  0.0236  0.1611
O  6.0101  -2.4698  12.9624  -0.0343  -0.0421  -0.1258
O  12.5118  1.1178  13.6339  0.0879  -0.0989  -0.2118
O  7.673  8.1592  21.212  0.0466  0.0311  0.1514
O  5.6918  7.1008  11.2989  -0.0648  0.0849  -0.4588
O  1.4351  -0.2827  11.2686  0.04  -0.3241  -0.5028
O  5.7491  3.5622  17.6655  -0.0403  0.0721  0.079
O  5.6611  0.8001  10.0526  -0.0829  0.2266  -0.3549
O  9.4679  0.7962  10.1911  0.0878  0.2711  -0.466
O  7.113  0.0348  13.1009  -0.039  0.0573  -0.0873
O  5.5058  6.6276  13.9392  0.1165  0.0586  -0.2109
O  1.7429  8.7251  10.4066  0.0267  0.2084  -0.4446
O  10.5878  2.898  13.5356  -0.1157  0.0472  -0.2141
O  9.4604  9.4522  10.2864  0.0551  -0.1759  -0.5244
O  9.5704  3.3151  11.1307  0.0396  -0.1261  -0.2685
O  3.805  3.6206  13.4124  0.0292  -0.1968  -0.2852
O  9.7276  6.8569  11.1369  0.0377  0.2329  -0.3448
O  12.6574  8.4707  14.4061  0.0032  -0.0125  -0.0736
O  3.1492  5.6567  14.8722  -0.0213  -0.0281  -0.066
O  3.5619  3.2361  16.0256  0.0187  0.0138  -0.0938
O  5.6973  9.4987  10.1505  -0.1002  -0.2073  -0.3415
O  -2.4452  5.0327  13.0626  0.0359  -0.0135  -0.1855
O  8.9075  -0.7621  16.9004  -0.0482  0.0691  -0.024
O  3.5936  5.112  17.7787  0.0312  -0.0161  0.0007
O  7.8418  7.2634  12.9292  0.0555  -0.0047  -0.1132
O  12.9889  3.633  14.5204  -0.0442  -0.0888  -0.1
O  2.6168  7.4824  21.4787  -0.0657  -0.0122  0.1777
O  3.9175  -1.3785  18.4227  0.0249  -0.0217  0.1146
O  2.2543  3.2576  11.2478  -0.0608  0.1026  -0.1972
O  5.2579  7.2705  21.1798  0.0417  0.0387  0.1266
O  2.589  -1.7209  16.1442  -0.0232  0.0139  -0.105
O  10.4539  4.0782  17.6742  -0.0446  0.0397  0.0917
O  4.9888  2.9886  11.2321  0.1698  -0.1178  -0.2663
O  5.9933  6.0594  18.4528  0.0076  -0.0874  0.0432
O  1.7935  5.6938  10.3023  0.0104  -0.2384  -0.4298
O  2.478  -1.0192  13.5875  -0.0444  0.203  -0.25
O  9.4548  2.6284  -0.3035  0.026  0.2909  0.4906
O  5.7261  -0.1676  -0.2672  -0.0354  -0.2796  0.551
O  9.2044  1.7668  17.5397  -0.0247  0.0055  -0.0366
O  5.9023  1.7301  14.7495  0.096  -0.0909  -0.0691
O  10.418  9.5022  15.1658  -0.015  -0.1022  -0.0643
O  5.5613  -0.8686  15.0633  0.0885  -0.0062  -0.1482
O  4.4793  0.5471  20.1221  -0.0202  -0.0357  0.0493
O  3.309  1.1885  12.4314  0.0735  0.0144  -0.0849
O  3.4773  2.5824  18.6442  0.0439  0.0151  0.0612
O  4.63  7.1887  16.4488  0.0172  -0.0446  -0.0681
O  8.0966  4.4451  18.7475  0.1192  0.0202  0.0796
O  4.0562  0.5388  16.5642  0.1187  0.0991  -0.092
O  1.7791  0.1013  17.8169  0.0055  -0.0042  0.0001
O  10.2639  4.6621  20.3564  0.0324  0.0688  0.308
O  9.7146  -2.7685  -1.0037  -0.0608  0.119  0.0717
O  -0.1885  -0.3607  19.5419  -0.0209  -0.1407  0.0747
O  5.8042  9.0717  22.97  -0.1708  0.1177  0.3488
O  10.8246  8.9269  18.2564  0.0333  0.0353  0.1345
O  3.138  -1.5623  21.0238  -0.0827  -0.0541  0.1275
O  7.9103  2.6755  13.0823  0.0513  0.0812  -0.1844
O  8.4666  1.1313  15.0949  -0.0714  0.0339  -0.0897
O  3.5799  -3.3298  14.287  -0.0172  0.0373  -0.0921
O  9.6507  4.9531  -1.4209  -0.1254  -0.0618  0.2291
O  9.8204  6.4743  18.504  -0.0113  -0.1614  0.1422
O  7.8731  -1.9845  14.7129  -0.1269  0.0106  -0.1425
O  1.9066  1.2246  20.2393  -0.008  -0.0039  0.0819
O  3.7424  7.3943  19.0177  0.0596  -0.1271  0.1702
O  11.3361  2.1377  15.911  -0.0028  0.026  -0.1012

Results
free energy: -112762.159 eV
free energy less fixed offsets of O -569.03, Si -635.61 eV per atom: 1.741 eV
pressure: -0.56 GPa
stress xx, yy, zz, yz, xz, xy (GPa, positive in tension): -0.22, 1.62, 0.29, -0.02, 0, 0.27

The program warned: the cutoff lies below the one the program advises for these potential files.
